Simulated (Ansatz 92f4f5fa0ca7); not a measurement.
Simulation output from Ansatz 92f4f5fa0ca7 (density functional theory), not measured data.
Periodic cell of 256 atoms, Si144O112, from a study of silicon, its oxide and their interface. The atomic structure is a simulated model.
Doubt: the cutoff is far below the 930 eV that the study's wrapper takes by default for these files, so forces and energies are approximate.
This geometry differs little from another in the collection (a relaxation step or a small displacement).

Settings: functional PBE; potential files Ansatz PAW; basis plane waves; wave-function cutoff 580 eV; density cutoff ratio 5; exchange-correlation grid ratio 1; k mesh 1 x 1 x 1, Gamma-centred; self-consistency stop 5e-08 eV per atom in the density residual; occupations fixed; spin none; net charge 0.

Cell vectors (angstrom)
a  10.938  0  0
b  0  10.938  0
c  5.3342  4.8172  38.406

Atoms and the computed forces on them: element, x, y, z (angstrom), force x, y, z (eV/angstrom)
Si  6.9713  3.2259  30.9902  0.1144  -0.1047  -0.1189
Si  9.7001  5.9361  30.965  0.0929  -0.1098  -0.076
Si  6.484  9.1986  30.8877  -0.0858  0.0838  -0.069
Si  9.1821  0.9765  30.9588  -0.104  0.1164  -0.1005
Si  0.9685  3.6831  30.9501  -0.1168  0.0979  -0.104
Si  3.7055  6.484  30.9323  -0.0915  0.0989  -0.0858
Si  12.3667  8.6825  30.8581  0.0834  -0.0765  -0.0632
Si  4.2002  0.4557  30.8953  0.076  -0.0889  -0.0658
Si  8.1004  4.8141  32.2971  0.0321  -0.0307  -0.0143
Si  10.8286  7.5459  32.252  0.0372  -0.0321  -0.0061
Si  8.0444  -0.622  32.2593  -0.0385  0.03  0.0015
Si  10.7809  2.1025  32.2828  -0.0288  0.0338  -0.0094
Si  2.5845  4.8482  32.2269  -0.034  0.027  0.0036
Si  5.3252  7.604  32.2302  -0.0187  0.0292  -0.0161
Si  13.534  10.2625  32.2121  0.0248  -0.0296  -0.0261
Si  5.3319  2.0639  32.227  0.0363  -0.0283  0.0017
Si  6.689  6.2025  33.5972  0.008  -0.0094  0.0004
Si  9.432  8.9219  33.5934  0.0013  0.0018  0.0053
Si  6.6851  0.7251  33.6459  0.0067  0.0053  -0.0194
Si  9.4382  3.4518  33.6751  -0.0016  -0.006  -0.0347
Si  12.1745  6.1868  33.6447  -0.0022  0  -0.0178
Si  14.8953  8.9314  33.6343  -0.0048  0.0007  -0.0153
Si  12.1764  11.6465  33.5942  -0.0067  0.0069  0.0007
Si  3.9611  3.4564  33.5833  0.0012  -0.0035  0.0026
Si  5.3342  4.8172  34.9878  -0.0451  0.0176  -0.2379
Si  8.0687  7.5517  34.9878  -0.021  0.0479  -0.1783
Si  5.3342  10.2862  34.9878  -0.0902  0.0364  0.2034
Si  8.0687  2.0827  34.9878  -0.1053  -0.0322  0.2921
Si  10.8032  4.8172  34.9878  0.0956  0.0701  0.3188
Si  13.5377  7.5517  34.9878  0.0729  -0.0011  0.18
Si  10.8032  10.2862  34.9878  -0.0048  -0.0181  -0.2037
Si  13.5377  2.0827  34.9878  0.0271  0.0198  -0.2396
Si  1.3673  -1.3673  3.418  -0.1503  -0.3414  -0.404
Si  4.1018  1.3673  3.418  0.216  -0.2224  -0.3895
Si  1.3673  4.1018  3.418  -0.151  -0.0993  0.1592
Si  4.1018  -4.1018  3.418  0.1422  0.1159  0.1374
Si  6.8362  -1.3673  3.418  0.1706  0.0696  0.5756
Si  -1.3673  1.3673  3.418  -0.1205  0.1724  -0.1407
Si  6.8362  4.1018  3.418  0.1499  -0.0286  -0.2094
Si  -1.3673  6.8362  3.418  -0.0361  0.1668  -0.1572
Si  2.7997  -0.0965  4.7039  0.0499  0.0048  0.0357
Si  5.5265  2.6719  4.7458  -0.0296  -0.0131  0.0409
Si  2.7304  5.4728  4.7741  0.0088  -0.01  0.0164
Si  5.504  -2.7679  4.8444  0.0337  -0.0134  0.0172
Si  -2.7288  0.0738  4.8359  -0.0457  0.0102  -0.001
Si  -0.0229  2.7138  4.7984  0.0002  0.0024  0.0039
Si  8.1946  5.4939  4.7622  0.0037  0.0198  0.0051
Si  -0.024  -2.7191  4.7931  -0.0575  0.0641  0.0668
Si  1.4254  1.2518  5.9862  0.0401  0.014  -0.0061
Si  4.1565  4.0702  6.0155  0.0039  -0.0207  0.0482
Si  1.3343  -4.1224  6.1316  -0.0234  0.0023  0.0141
Si  4.0978  -1.4378  6.1864  -0.0362  0.0269  -0.0087
Si  -4.1298  1.3779  6.3137  0.0178  0.0241  0.0259
Si  -1.4667  4.08  6.1341  -0.0098  -0.0053  -0.035
Si  6.8001  -4.2028  6.2531  -0.018  -0.0231  -0.0212
Si  -1.2666  -1.1867  6.1912  -0.0119  -0.2344  0.0713
Si  0.4847  -0.2714  7.4987  0.0278  0.0157  0.0628
Si  2.9961  2.4332  7.1744  -0.0054  -0.0248  0.1601
Si  -0.2762  -5.2851  7.4029  -0.1368  0.1106  0.1739
Si  2.564  -2.6659  7.5282  -0.0275  0.0032  0.0515
Si  5.1246  0.1759  7.5629  -0.0688  0.0733  0.107
Si  -3.3218  3.3457  7.431  0.0981  -0.0998  0.1042
Si  5.7723  4.9913  7.4161  -0.1054  0.121  0.0531
Si  -2.7225  -3.2588  7.9189  0.1538  -0.083  0.0134
Si  6.7014  3.45  36.355  0.0429  -0.0368  -0.0094
Si  9.4359  6.1845  36.355  0.0228  -0.0232  -0.0197
Si  6.7014  8.919  36.355  -0.0019  0.001  -0.0219
Si  9.4359  11.6535  36.355  -0.0252  0.0118  -0.0113
Si  12.1704  3.45  36.355  -0.0125  0.0379  -0.0051
Si  3.9669  6.1845  36.355  -0.0241  0.017  -0.0091
Si  12.1704  8.919  36.355  0.017  -0.017  -0.0101
Si  14.9049  11.6535  36.355  0.0409  -0.0174  -0.0123
Si  8.0687  4.8172  37.7223  -0.0184  0.0252  -0.0093
Si  10.8032  7.5517  37.7223  -0.0365  -0.0087  -0.006
Si  8.0687  10.2862  37.7223  -0.025  -0.0298  -0.0317
Si  10.8032  2.0827  37.7223  -0.0098  -0.0158  -0.0213
Si  2.5997  4.8172  37.7223  0.0392  -0.0015  -0.023
Si  5.3342  7.5517  37.7223  0.0292  0.0018  -0.0261
Si  13.5377  10.2862  37.7223  0.013  0.0325  -0.007
Si  5.3342  2.0827  37.7223  -0.0355  0.0288  -0.0073
Si  1.3673  1.3673  0.6835  -0.0141  0.0013  0.0221
Si  4.1018  4.1018  0.6835  -0.0006  0.0422  0.0195
Si  1.3673  6.8362  0.6835  0.0783  -0.0412  -0.0002
Si  4.1018  -1.3673  0.6835  0.0121  -0.0188  0.016
Si  6.8362  1.3673  0.6835  0.0397  -0.0388  0.008
Si  -1.3673  4.1018  0.6835  -0.008  -0.0445  0.0021
Si  6.8362  -4.1018  0.6835  -0.0219  0.0066  0.036
Si  -1.3673  -1.3673  0.6835  -0.012  0.0108  0.0147
Si  0  0  2.0507  0.0148  -0.034  0.0294
Si  2.7345  2.7345  2.0507  -0.0357  -0.0624  0.0292
Si  0  5.469  2.0507  -0.0374  0.0267  -0.0122
Si  2.7345  -2.7345  2.0507  -0.1009  -0.0058  -0.0366
Si  5.469  0  2.0507  -0.0735  0.053  -0.0317
Si  8.2035  2.7345  2.0507  0.0758  0.0974  -0.0506
Si  5.469  5.469  2.0507  -0.0545  -0.0618  0.0333
Si  8.2035  -2.7345  2.0507  0.1097  0.0307  0.0026
Si  8.0199  3.7329  24.5607  -0.0263  0.0155  0.0768
Si  2.5857  9.7441  20.0441  -0.0045  0.0019  0.0579
Si  11.4518  3.4361  21.5509  -0.0001  -0.0115  0.0997
Si  4.7586  -2.1646  14.8897  -0.0027  0.0273  -0.125
Si  11.1604  4.2915  24.6372  0.0312  -0.003  0.0819
Si  -1.3438  -1.9856  17.1655  -0.0013  0.0069  -0.0572
Si  6.9894  5.3138  22.1192  -0.0146  0.0151  0.1175
Si  1.2465  -4.7507  13.1923  -0.0661  0.044  -0.08
Si  -2.5111  4.0214  12.696  0.0349  0.0324  -0.085
Si  -2.3023  2.994  15.4369  0.0068  0.0027  -0.1359
Si  3.8775  -4.7541  9.6652  0.0336  0.0055  0.008
Si  4.0036  -0.437  12.613  -0.0545  0.022  -0.0518
Si  -1.7949  -3.9731  13.1188  0.0287  -0.0464  -0.0596
Si  1.0688  0.7367  12.8782  0.061  0.0137  -0.0293
Si  -0.6857  0.2773  10.2857  -0.0307  -0.0135  0.1017
Si  3.1141  1.738  21.0462  -0.0174  -0.0123  0.1141
Si  5.9753  0.011  10.4508  0.0254  0.0481  0.108
Si  3.6677  -2.8273  17.7764  -0.0059  0.0158  -0.0961
Si  0.8254  -4.0543  17.5474  0.0016  -0.0216  -0.0691
Si  7.9251  7.3663  28.7278  0.0138  -0.0044  -0.0266
Si  13.2403  0.5457  23.7004  -0.0149  0.0182  0.0952
Si  8.8772  7.5619  22.0307  -0.0063  0.02  0.1191
Si  10.3175  4.6515  19.0076  0.0076  -0.0168  -0.0185
Si  7.9033  2.3657  10.3128  -0.014  0.0126  0.0507
Si  3.7137  -3.3184  12.305  -0.037  0.0583  -0.0222
Si  2.41  4.9418  15.7838  -0.0201  0.0297  -0.1055
Si  13.2032  1.7746  28.7237  0.0125  0.0326  -0.0082
Si  2.7212  2.7541  25.8257  0.0517  0.0094  -0.0023
Si  6.1348  2.6725  20.7244  0.0205  -0.0025  0.0669
Si  -2.6714  -2.0571  10.704  0.0462  0.0375  0.0583
Si  10.9852  7.262  24.2292  -0.0203  0.0211  0.1169
Si  10.4586  9.3825  20.0369  0.0024  0.0102  0.0467
Si  1.5051  4.1284  9.4166  -0.0295  -0.0472  -0.0532
Si  7.4794  1.0808  23.2028  -0.0108  -0.0002  0.092
Si  5.1619  7.0136  24.0891  0.021  -0.0164  0.0892
Si  5.3033  -5.217  17.1032  0.0039  0.0263  -0.0811
Si  5.6689  5.1645  28.8082  -0.0119  -0.0434  -0.0133
Si  2.6466  8.6123  23.0365  -0.0053  0.0064  0.1102
Si  -0.7177  0.5409  15.4146  0.0218  0.0223  -0.1338
Si  7.3676  3.6776  18.2294  0.0241  -0.0278  -0.0379
Si  0.3921  3.0206  16.5998  -0.0369  0.0123  -0.0966
Si  10.3793  0.7524  22.2112  0.0199  -0.003  0.1103
Si  9.4178  8.9154  26.3834  0.0062  0.0076  0.0081
Si  5.2316  4.5621  25.8758  -0.046  -0.0206  0.02
Si  0.4737  3.4549  12.0652  -0.0397  -0.0128  0.059
Si  7.2798  9.2918  24.0964  0.0132  -0.0185  0.1049
Si  10.9362  -0.4196  28.6721  -0.0259  0.0088  -0.0288
Si  7.3471  -3.4151  15.7257  -0.0075  0.0372  -0.1393
O  7.7801  -3.0665  9.5033  -0.0075  -0.0142  -0.0913
O  3.8406  -1.8032  11.7421  0.0098  -0.0296  -0.0043
O  9.5995  3.8733  25.0362  -0.0091  -0.0016  -0.0395
O  3.7643  7.556  23.5004  -0.0175  -0.0025  -0.0475
O  6.7667  6.2838  28.378  0.0152  0.0114  0.0067
O  2.0544  -7.8278  8.3096  0.0492  -0.0073  -0.0222
O  13.5141  7.576  30.3614  0.0011  -0.0109  0.1506
O  11.29  5.0916  8.8111  0.0348  -0.0314  -0.0495
O  3.2486  -3.4905  8.8046  -0.0046  0.0163  -0.0424
O  10.3792  -0.2468  20.9589  0.0011  -0.0067  -0.0617
O  5.0613  4.4875  27.4775  0.0137  0.0231  0.0503
O  4.6185  -0.7451  14.0986  0.0247  -0.0218  0.0681
O  12.9114  2.9202  20.9951  0.0046  0.0036  -0.0403
O  19.1545  14.1842  8.9878  -0.0744  0.0631  -0.1496
O  12.5177  2.9585  29.6087  0.0197  -0.0184  0.0653
O  -1.7589  1.432  10.6681  0.0173  0.003  -0.0172
O  9.8057  0.2953  29.6001  0.0196  -0.008  0.0691
O  8.7005  4.4667  18.7907  0.0007  0.0146  0.0171
O  5.3393  10.2944  30.3623  0.0141  -0.0063  0.1401
O  5.1629  -5.4063  8.8883  0.0591  -0.0592  -0.083
O  4.4231  5.8397  29.6033  0.0052  -0.0213  0.0542
O  1.8873  3.3986  16.0171  0.0059  0.003  0.0394
O  9.0784  6.6519  29.6243  -0.0269  0.016  0.0484
O  8.3147  9.5325  25.3444  -0.0143  -0.002  -0.0448
O  1.5032  -1.4829  8.0538  -0.0217  0.0123  -0.0794
O  7.4862  3.3323  11.5643  0.0039  -0.0205  -0.0198
O  -0.0217  0.5648  8.8276  0.0484  -0.0319  -0.0376
O  11.5588  3.9986  23.0748  0.002  -0.0022  -0.0746
O  11.6713  0.5663  23.1979  -0.0209  -0.0048  -0.0485
O  7.8734  3.7574  14.2119  -0.0118  -0.0266  0.0877
O  9.8762  8.1231  20.8856  0.0084  0.0046  -0.0472
O  6.9294  2.5121  19.2982  -0.0052  0.0032  -0.0046
O  7.2414  8.6163  29.5344  0.0035  -0.0048  0.0586
O  -6.8904  1.3915  7.925  -0.0507  0.0136  -0.1569
O  12.2469  3.5442  25.5915  -0.0162  0.0014  -0.024
O  2.6484  0.4402  20.1573  -0.0009  -0.0046  -0.0355
O  0.1826  0.1444  14.1131  -0.0362  0.0016  0.0583
O  -1.343  -0.7902  16.0754  -0.0191  -0.0308  0.0512
O  -1.3661  -4.1748  7.9465  -0.0253  0.0737  -0.1192
O  -1.4225  -1.166  10.167  0.0154  -0.0063  -0.0256
O  4.3701  -4.2827  11.1651  0.0061  -0.0283  -0.0646
O  -2.3684  -1.7791  7.309  0.0195  -0.0429  -0.0365
O  12.124  7.935  23.2808  0.0117  -0.0007  -0.0599
O  12.027  9.2407  19.6111  -0.0037  -0.0043  -0.0115
O  -0.8382  3.7025  15.7238  0.0297  0.0098  0.0597
O  6.304  -2.2173  15.379  0.0165  -0.0127  0.0481
O  3.4904  1.0799  29.5473  -0.0038  0.0171  0.0511
O  7.9282  6.4119  21.3537  -0.0028  -0.002  -0.0425
O  13.482  1.3174  25.0901  -0.0092  -0.0067  -0.0186
O  2.7444  5.0443  9.9338  0.0055  0.0028  0.0047
O  4.882  -3.9058  17.9991  -0.0063  -0.002  0.0486
O  2.2831  -3.6171  18.0961  0.0035  0.003  0.0281
O  -2.0066  1.4537  14.9789  0.0028  -0.0083  0.0479
O  8.0753  2.1069  30.4335  -0.0212  0.0102  0.1574
O  7.0109  -1.079  11.1009  -0.0131  -0.0022  -0.0194
O  2.283  -5.4609  14.2507  0.0221  -0.0272  0.0976
O  -2.1183  -2.8006  12.0426  -0.018  0.0004  -0.021
O  0.9282  4.9931  12.1621  0.0255  0.0028  -0.0121
O  3.9348  5.1449  16.3606  0.0292  -0.0068  0.042
O  7.9622  4.4898  23.1264  0.0124  0.007  -0.0518
O  4.0899  3.5161  25.2903  -0.002  0.0019  -0.0095
O  6.6527  1.4068  9.972  -0.0236  -0.0156  -0.019
O  9.0038  0.5307  23.0202  -0.0008  -0.0042  -0.0406
O  7.7174  3.0141  16.7794  -0.034  0.0011  0.0707
O  0.0387  -2.8046  16.8882  0.0058  0.0058  0.0261
O  9.727  6.9083  23.2588  -0.0222  -0.0081  -0.0729
O  0.4221  0.2496  11.4707  -0.0428  -0.0089  -0.0394
O  2.1121  -3.5916  12.4639  0.01  -0.0164  0.0215
O  -2.6131  -3.7003  14.4786  -0.0284  0.0107  0.0817
O  3.7753  -2.2798  16.2154  -0.0224  -0.0128  0.0845
O  -1.0599  3.3198  12.547  0.0179  -0.0064  0.0067
O  6.35  3.9647  29.6636  -0.0158  0.0187  0.0716
O  6.8287  4.3136  25.5319  0.0229  0.0046  -0.0293
O  10.7555  6.1753  18.607  -0.0031  -0.0029  0.0172
O  5.3875  -0.5741  9.0342  -0.036  0.0037  -0.1375
O  2.7462  9.9468  23.9618  0.0092  -0.0108  -0.0401
O  12.0917  0.6621  28.2862  -0.0035  -0.0046  0.0094
O  2.9004  2.4636  27.407  -0.0198  -0.0208  0.0411
O  8.5748  -5.3296  12.4179  -0.0024  0.0102  0.0228
O  5.8347  6.1071  22.9267  0.0119  -0.0068  -0.0687
O  1.1832  -5.1591  16.4384  -0.0029  -0.011  0.0467
O  10.58  8.2359  25.4668  0.0002  -0.0091  -0.0402
O  0.2036  1.3927  16.4857  0.0164  0.0222  0.0537
O  9.575  9.5503  18.6813  -0.0026  0.0013  0.0165
O  6.6082  -0.2006  23.7207  0.0126  0.0225  -0.0513
O  6.4563  -4.7541  16.0316  -0.017  -0.0309  0.0439
O  6.2609  4.2546  21.1311  -0.0066  -0.0061  -0.0426
O  0.8029  3.1373  10.5089  0.0269  0.0246  -0.0618
O  -0.211  -4.0915  13.5684  0.0117  -0.0048  0.0307
O  6.1221  8.2437  24.5597  -0.0023  -0.0006  -0.0312
O  3.6806  9.3083  18.8939  0.0007  0.0006  0.0093
O  8.627  7.8627  27.3477  -0.0349  -0.0391  0.0628
O  10.793  4.804  30.4139  0.0166  -0.0023  0.1744
O  7.9727  8.737  22.7165  0.01  -0.006  -0.0591
O  4.4367  -3.3661  13.7893  0.0125  0.0067  0.0539
O  11.4361  5.8679  24.9186  0.0027  0.0066  -0.0321
O  3.2692  1.2496  22.5931  0.019  0.0122  -0.0683
O  0.2039  3.5153  18.1488  0.0091  -0.0005  0.0409
O  4.9395  0.4723  11.6399  0.0162  -0.0153  -0.0432
O  10.3632  2.2339  21.567  -0.0103  0.016  -0.0475
O  2.9064  9.026  21.478  0.0058  0.0036  -0.0745
O  4.8512  6.0654  25.3701  0.0134  0.0144  -0.0301
O  1.2344  2.3629  12.9942  -0.0074  0.0106  0.0078
O  7.5742  2.18  24.3919  0.0115  -0.0301  -0.0437
O  11.6335  9.2756  29.4906  0.0012  -0.0014  0.059
O  6.8217  1.7008  21.8445  -0.0142  0.0073  -0.0518
O  6.0349  4.6222  18.0525  -0.0044  0.0007  0.0274
O  4.554  2.3016  20.5398  0.0086  0.0088  -0.0384
O  -2.6608  -2.935  16.9772  0.0204  0.0105  0.0673
O  10.1806  10.0219  27.3113  0.0328  0.0227  0.0651
O  2.5783  0.2093  12.9343  -0.0044  0.0041  0.0421
O  10.8031  4.5453  20.5609  -0.0067  0.0078  -0.0261

Results
free energy: -155248.104 eV
free energy less fixed offsets of O -568.88, Si -635.61 eV per atom: -5.704 eV

The program warned: the cutoff lies below the one the program advises for these potential files; the forces do not sum to zero within the program's tolerance; the exchange-correlation potential is rough where the density is thin.
